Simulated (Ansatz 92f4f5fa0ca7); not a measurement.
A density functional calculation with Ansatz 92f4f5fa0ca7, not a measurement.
Periodic cell of 286 atoms, Si144O106H32N4, with a vacuum gap, from a study of silicon, its oxide and their interface. The atomic structure is a simulated model.

Settings: functional r2SCAN; potential files Ansatz PAW; basis plane waves; wave-function cutoff 800 eV; density cutoff ratio 5; exchange-correlation grid ratio 1; k mesh 1 x 1 x 1, shifted by 0.5 0.5 0 of a step; self-consistency stop 1e-11 eV per atom in the density residual; occupations fixed; spin none; net charge 0; applied field sawtooth along c, amplitude +0.015 V/angstrom in the program's sign convention, ramp centred at 0.9897 of c and 0.0205 of c wide, no dipole correction.

Cell vectors (angstrom)
a	10.887	0	0
b	0	10.887	0
c	0	0	48.7516

Atoms and the computed forces on them: element, x, y, z (angstrom), force x, y, z (eV/angstrom)
Si	-0.5611	0.5603	35.0836	0.0029	-0.0003	0.0294
Si	2.4125	3.1555	35.0108	-0.0036	-0.0033	0.0281
Si	0.067	5.2681	34.9717	0.006	-0.0017	0.0363
Si	2.6731	8.0831	35.1815	-0.004	-0.0014	0.0281
Si	5.6736	-0.1597	35.0475	-0.0052	-0.0059	0.0307
Si	8.1405	2.7017	35.4592	0.0051	0.0009	0.0116
Si	5.9283	4.874	35.0658	-0.004	-0.0019	0.0318
Si	7.954	8.5746	35.0318	0.0002	0.0033	0.0306
Si	1.2465	1.5296	36.3004	-0.0074	0.0039	-0.0143
Si	4.0953	4.0946	36.3903	-0.0004	0.0022	-0.0131
Si	1.2587	6.7553	36.4228	0.0043	-0.0031	-0.0164
Si	4.0319	9.5923	36.3387	0.0018	-0.0013	-0.0155
Si	6.7194	1.2887	36.5851	0.0034	-0.0045	-0.01
Si	9.565	4.156	36.528	0.0015	-0.0108	-0.0152
Si	6.8468	6.7933	36.2049	-0.0021	0.0022	-0.0117
Si	9.4248	9.7094	36.4352	-0.0044	0.007	-0.0177
Si	0.0166	2.7834	37.8552	0.004	-0.0044	0.0034
Si	2.6392	0.0948	37.6476	-0.0011	0.0098	0.0075
Si	-0.0689	8.2402	37.6949	-0.0065	-0.0104	0.0065
Si	2.7257	5.4619	37.7669	-0.008	-0.0016	-0.0003
Si	5.3283	2.6935	37.8152	-0.0138	0.0065	0.0158
Si	8.1141	0.0136	37.9328	0.0042	-0.0023	0.0102
Si	5.4206	8.1369	37.6362	0.0003	0.0061	0.0078
Si	8.1569	5.5571	37.746	0.0014	0.0041	0.0149
Si	1.4038	4.1098	39.1713	-0.0018	-0.0085	0.0103
Si	3.9888	1.3449	39.1387	-0.016	-0.0182	0.0159
Si	1.3234	9.5812	39.0397	0.0029	0.0139	0.028
Si	4.0822	6.8407	39.0851	-0.0073	-0.0273	0.0138
Si	6.7739	4.1178	39.0535	0.0077	-0.0123	0.0286
Si	9.516	1.4083	39.1805	0.0143	0.0138	0.0105
Si	6.7415	9.4591	39.1234	0.0048	0.0062	0.0135
Si	9.5001	6.8832	39.1182	0.0112	0.0123	0.0097
Si	-0.0145	0.0133	40.4866	0.0021	-0.0214	0.1903
Si	2.7104	2.7183	40.5301	-0.0272	0.0394	0.1836
Si	-0.005	5.4972	40.4486	0.0059	-0.0253	0.1613
Si	2.699	8.2109	40.4044	-0.0103	0.0009	0.1846
Si	5.3881	-0.0316	40.4495	-0.0008	0.0328	0.1636
Si	8.1293	2.7781	40.4634	0.0016	-0.0105	0.1721
Si	5.4316	5.4465	40.4491	-0.0622	0.0631	0.1965
Si	8.1258	8.1711	40.5079	0.0154	-0.0225	0.1963
Si	1.3497	1.3554	41.8597	-0.0628	0.0342	0.4196
Si	4.1035	4.0756	41.841	-0.1144	0.0208	0.3156
Si	1.3659	6.843	41.794	-0.1014	0.0188	0.239
Si	4.0401	9.5204	41.818	0.0162	0.0442	0.3517
Si	6.7776	1.3567	41.7784	-0.0725	0.0624	0.2056
Si	9.5318	4.1085	41.804	-0.1125	0.1558	0.2984
Si	6.794	6.7755	41.8361	-0.0416	0.0682	0.3601
Si	9.4999	9.5353	41.8418	0.0181	0.0775	0.3081
Si	-0.0021	2.7418	6.9354	0.1207	-0.109	-0.2747
Si	2.7092	-0.0131	6.9581	0.0329	0.014	-0.2999
Si	0.0189	8.1912	6.9302	0.0328	-0.045	-0.2743
Si	2.7036	5.4383	6.904	0.0209	-0.1176	-0.2958
Si	5.454	2.6836	6.9435	0.0669	-0.0534	-0.2346
Si	8.1295	0.0211	6.9301	0.0091	-0.1014	-0.2184
Si	5.3834	8.1214	6.9021	0.0561	0.0394	-0.3981
Si	8.2028	5.4486	6.9365	0.11	-0.0958	-0.3668
Si	1.3887	4.0752	8.3086	0.0268	-0.0395	-0.1798
Si	4.0744	1.3259	8.3153	-0.0107	0.0209	-0.1677
Si	1.3489	9.5436	8.3357	-0.0069	-0.0065	-0.1819
Si	4.0145	6.786	8.2882	0.0077	0.0037	-0.1908
Si	6.8515	4.0558	8.2485	-0.031	0.0228	-0.1773
Si	9.5519	1.3566	8.2755	0.0479	-0.0537	-0.1911
Si	6.7387	9.4881	8.2204	0.0303	-0.0114	-0.1729
Si	9.6238	6.775	8.2851	-0.0046	-0.0106	-0.1797
Si	0.0286	0.0485	9.709	-0.0159	0.0018	-0.017
Si	2.7202	2.688	9.6864	0.0019	0.0077	-0.0156
Si	0.1251	5.4591	9.7337	-0.0029	0.013	-0.0288
Si	2.633	8.1141	9.6955	0.0017	0.0043	-0.0336
Si	5.357	-0.126	9.6504	-0.0044	-0.0082	-0.0118
Si	8.2516	2.7452	9.6116	-0.0107	0.0052	-0.0179
Si	5.4167	5.3835	9.5351	0.014	-0.0019	-0.0075
Si	8.1951	8.1637	9.4829	-0.0277	-0.0038	-0.0059
Si	1.3862	1.4021	11.1749	0.0047	-0.0023	-0.0008
Si	4.1399	4.0293	10.9788	-0.003	-0.0023	-0.0055
Si	1.4116	6.8089	11.2594	-0.0001	-0.0059	-0.0006
Si	3.9106	9.4234	11.1109	0.0243	-0.0003	-0.0106
Si	6.8584	1.2686	10.7514	-0.0022	-0.0008	-0.0149
Si	9.6697	4.0666	11.0295	-0.0174	-0.0044	-0.0134
Si	6.8372	6.7602	10.7302	0.003	0.0103	-0.008
Si	9.5093	9.4815	10.896	-0.0014	-0.0055	-0.0086
Si	0.1242	2.866	12.6196	0.0034	-0.0059	0.0131
Si	2.4691	-0.146	12.627	-0.0031	0.0043	0.0106
Si	-0.2891	8.128	12.4646	-0.0064	0.007	0.0083
Si	3.0481	5.438	12.5373	0.005	-0.0003	0.0125
Si	5.4863	2.4788	12.1146	0.0024	-0.0001	0.0151
Si	8.2082	0.0359	12.1662	0.0019	0.005	0.0106
Si	5.5333	8.0511	12.1488	0.002	0.0015	0.0103
Si	8.1358	5.4058	12.1295	-0.0137	-0.0074	0.0091
Si	1.5185	4.4518	13.9833	0.0054	0.0096	0.017
Si	4.3924	0.9139	13.4824	-0.0019	0.0042	0.0216
Si	0.463	9.7349	14.0121	0.0089	-0.0264	0.0186
Si	5.0598	6.2898	13.6838	-0.0022	0.0131	0.0069
Si	6.9932	3.7731	13.324	-0.0012	-0.0021	0.0106
Si	9.4005	1.4301	13.6261	-0.0095	0.0005	0.0151
Si	6.7971	9.5379	13.3946	-0.0031	0.0073	0.0189
Si	8.8006	7.0418	13.6969	-0.0042	-0.0116	0.0161
Si	9.4541	-9.1743	25.6875	-0.0024	-0.0012	0.0441
Si	10.4939	-4.4618	27.2776	0.0001	0.0052	0.0494
Si	3.2403	2.0398	27.3271	0.0108	0	0.0525
Si	-8.8767	18.8662	26.0412	0.008	0.0033	0.0562
Si	12.2332	-3.7924	15.5857	0.0016	-0.0043	0.0464
Si	7.9072	13.5	15.9316	-0.0036	0.0063	0.0505
Si	4.7595	7.7434	27.3365	0.0087	-0.0023	0.0521
Si	18.179	-6.9352	25.0345	0.0039	-0.0006	0.0528
Si	3.2174	13.5368	15.9117	0.0071	-0.0065	0.053
Si	4.4269	7.0344	16.4625	-0.003	-0.0005	0.0572
Si	28.4712	4.5402	20.3576	0.0043	-0.0045	0.0618
Si	24.8351	-0.0367	20.2651	-0.0101	0.0078	0.059
Si	6.0535	0.3762	15.7301	-0.0152	0.0025	0.0424
Si	13.318	-4.9533	19.3585	0.0095	0.0046	0.0515
Si	22.0907	4.8932	23.4623	0.0014	0.0038	0.0556
Si	-3.0786	-2.0434	23.1833	-0.0064	0.0051	0.0607
Si	17.1221	-33.9791	29.4479	-0.0029	-0.0057	0.0497
Si	16.0665	16.3139	29.1004	-0.0033	0.0106	0.0495
Si	2.8961	6.4078	23.4575	-0.0084	-0.0056	0.0594
Si	8.599	19.1095	18.0855	-0.0126	-0.0069	0.0581
Si	28.39	-3.7173	31.2606	0.0024	-0.0043	0.0529
Si	11.4962	1.3349	21.0212	-0.0082	0.0061	0.0434
Si	26.4071	4.405	18.051	0.0052	0.0021	0.0593
Si	3.8298	7.8747	21.144	0.0024	-0.0056	0.0642
Si	-1.3841	-10.2658	22.9562	-0.0019	-0.0017	0.0538
Si	2.9156	1.6091	22.7062	0.0009	0.003	0.0582
Si	-11.0568	17.2144	18.238	0.0073	-0.0033	0.0507
Si	7.3564	-10.5596	27.2752	-0.0041	-0.008	0.0514
Si	12.8706	-1.7395	30.3837	-0.0077	0.0053	0.0465
Si	3.4683	11.2452	17.519	-0.0088	-0.0086	0.0592
Si	-5.2082	9.5291	25.1539	-0.0018	0.0022	0.0561
Si	9.3659	3.1344	21.4354	0.0087	-0.003	0.0548
Si	-6.5077	6.4186	33.1126	-0.0023	-0.0069	0.0532
Si	4.9558	4.0591	23.0165	0.001	-0.0058	0.054
Si	-1.8713	-0.1298	16.1726	-0.0063	-0.0083	0.0424
Si	14.7418	-10.2871	30.0074	-0.0075	-0.0039	0.0594
Si	0.0448	7.13	30.0877	0.0031	0.0078	0.0552
Si	-19.0129	-15.4671	30.7311	0.0008	0.0012	0.0458
Si	-1.6197	-3.9494	32.7626	0.0041	-0.0031	0.0578
Si	-1.93	6.4923	24.8215	0.0003	-0.0038	0.0269
Si	27.7198	-7.8039	27.49	-0.0069	0.0027	0.0384
Si	12.2452	-0.8315	33.2927	-0.007	0.0057	0.0427
Si	8.588	-5.2682	16.5366	0.0027	0.0065	0.0552
Si	11.65	-7.2314	26.2909	0.0064	0.0033	0.0609
Si	14.1664	-13.1232	18.418	-0.0053	0.0034	0.057
Si	3.6972	-20.6086	33.1111	-0.0034	0.0033	0.0121
Si	6.9545	-3.2362	20.4868	-0.0016	-0.0027	0.0671
Si	13.6941	-0.1487	25.2298	0.0068	-0.0048	0.0516
O	-5.7895	6.2082	27.6823	-0.0022	0.0089	-0.0177
O	-0.0102	-0.0777	33.6776	0.0049	-0.0075	-0.0239
O	5.3497	-3.5057	32.249	0.0084	0.0034	-0.0168
O	10.2351	4.1661	22.3689	-0.0114	-0.0116	-0.0295
O	15.0505	5.3902	23.5048	0.004	-0.003	-0.0196
O	-12.6434	-4.3459	26.425	-0.0046	-0.0006	-0.0422
O	3.8063	7.2187	34.3787	0.0102	-0.0135	-0.0197
O	8.822	-21.1399	26.702	0.0111	0.0083	-0.0222
O	3.7045	-9.6721	31.4982	0.0032	-0.0053	-0.066
O	6.7733	-1.2723	34.5202	0.0007	-0.0001	-0.0037
O	10.0925	-5.0454	33.6639	-0.0099	0.0108	-0.0231
O	5.5238	-2.747	25.9715	0.0087	0.0127	-0.0241
O	3.1723	8.0076	27.172	-0.0043	0	-0.0302
O	-2.9269	7.0195	17.1504	0.0003	-0.0118	-0.0289
O	3.1335	-5.0085	32.2401	-0.0085	0.0015	-0.0289
O	2.1099	14.5469	15.309	-0.0141	0.011	-0.035
O	1.0815	8.6255	15.0802	-0.0056	0.0203	-0.0268
O	4.9916	5.7736	17.2884	-0.0011	0.0111	-0.0294
O	3.212	17.3178	20.6723	-0.011	-0.009	-0.037
O	2.63	10.9708	33.6506	0.0024	0.0013	-0.0301
O	3.2278	4.6319	18.8522	0.0074	-0.0065	-0.0255
O	4.8522	10.9495	16.7565	0.0251	0.0023	-0.0294
O	22.6063	5.6581	19.3344	-0.0106	0.0038	-0.0241
O	4.5926	8.28	17.5046	0.0082	-0.0107	-0.0319
O	7.8044	15.0571	16.4583	0.0003	-0.009	-0.0147
O	6.74	-9.1663	27.819	0.0054	-0.0001	-0.0054
O	34.7838	-7.7292	27.0006	-0.0071	0.0048	-0.021
O	2.5403	1.4564	16.7857	-0.0005	0.0128	-0.0293
N	5.6146	10.7204	14.1572	0.0049	-0.0129	-0.0216
O	8.5167	-11.5116	23.0002	0.0052	0.0021	-0.0186
O	24.3601	20.7604	17.6158	-0.0002	0.0063	-0.0222
O	14.7453	11.6075	19.0601	0.0052	0.0026	-0.0442
O	5.252	-13.1133	28.5559	-0.0086	-0.0104	-0.0267
O	-3.4444	-0.4684	15.842	-0.0044	-0.0035	-0.0222
N	10.0806	-0.0184	14.7472	0.0119	0.0099	-0.0325
O	-4.9368	15.8047	14.0494	0.0026	-0.0006	-0.016
O	21.2425	-4.7908	24.1297	0.0067	-0.0057	-0.0209
O	13.9062	7.9167	30.6206	0.0002	-0.0018	-0.011
O	1.5046	0.4349	20.0279	0.0109	-0.0081	-0.0149
O	3.5514	0.4623	21.7251	0.0075	-0.0136	-0.0397
O	0.8964	5.8808	14.5748	-0.0012	-0.0181	-0.0244
O	7.8029	8.3233	14.0656	-0.0013	0.0004	-0.0053
O	29.2389	-13.2227	19.2191	0.016	0.0049	-0.0405
O	-5.4632	-13.8922	20.9344	0.0018	-0.0004	-0.0141
O	13.3012	0.9107	24.0745	0.0051	0.0123	-0.0377
O	14.8922	1.9471	14.7046	0.0071	-0.0144	-0.0399
O	9.8429	7.5259	18.8942	-0.0013	-0.0017	-0.0272
O	10.577	13.3682	26.5298	-0.0006	-0.003	-0.0261
O	17.333	1.9203	16.081	0.0052	-0.002	-0.0247
O	19.0042	3.7838	20.6336	-0.0119	0.0069	-0.0206
O	-1.8516	6.1182	15.0523	0.0018	0.0142	-0.0467
O	-1.132	-5.692	17.5969	-0.0096	-0.0007	-0.0271
O	13.6385	-0.537	29.6663	0.0048	0.0048	-0.0156
O	6.239	6.1205	30.0936	-0.0073	-0.0099	-0.0278
O	-6.6009	14.217	16.9106	-0.0109	-0.0122	-0.0341
N	19.1043	2.6878	14.2433	-0.0041	-0.0032	-0.016
N	14.2035	-1.7388	20.084	0.0017	-0.0019	-0.04
O	19.8282	12.3789	16.6104	0.0017	-0.0028	-0.0205
O	30.5342	-8.9398	22.3713	0.0014	0.0104	-0.019
O	-5.1898	-17.4022	21.6142	0.015	0.0058	-0.0409
O	8.3922	2.7708	25.069	0.0017	0.002	-0.0137
O	13.4047	-3.6434	18.4177	-0.0006	0.0024	-0.0245
O	14.5811	-5.4207	29.7314	0.0112	-0.0038	-0.0255
O	-1.6642	20.4373	17.297	0.0037	0.0234	-0.0361
O	-19.3178	6.8753	24.9409	0.0072	-0.0131	-0.0376
O	7.8435	-4.3821	32.0954	-0.011	0.002	-0.0266
O	21.3056	2.3918	20.414	0.0038	-0.0014	-0.004
O	18.7575	5.3505	24.474	0.0017	0.0026	-0.0167
O	2.9118	6.8648	15.8885	-0.0088	-0.0032	-0.0121
O	-2.3463	-13.8258	24.3016	-0.0049	0.0085	-0.0234
O	5.8657	-6.8717	19.0437	-0.015	-0.0022	-0.0396
O	22.2725	-14.7972	16.9288	0.0112	0.0061	-0.0416
O	11.1849	4.986	27.0632	-0.0005	-0.0088	-0.025
O	12.7127	-1.4322	25.3768	0.0026	0.0057	-0.0148
O	4.2594	-11.5882	24.8402	-0.0002	0.0021	-0.0209
O	6.5044	-11.1799	26.0456	-0.0038	-0.0075	-0.0253
O	1.5611	-2.1899	34.1371	-0.0062	0.0111	-0.0219
O	1.269	4.2364	34.4842	-0.0018	0.0003	-0.006
O	-4.819	3.5759	24.0729	-0.0138	0.0027	-0.0297
O	-0.8206	-4.2784	28.8325	-0.0038	-0.0072	-0.0381
O	-3.0623	-13.7334	21.7897	-0.008	-0.0114	-0.038
O	5.3329	-0.0744	29.9751	0.0087	-0.0045	-0.0175
O	1.3511	9.7246	31.7404	0.007	-0.0122	-0.0402
O	14.4453	-9.1345	28.9014	-0.0044	0.0119	-0.041
O	16.1193	7.1665	15.0763	0.0027	-0.0119	-0.0432
O	-0.7383	-3.5138	31.4757	0.0101	0.0011	-0.0324
O	12.5161	16.485	22.8086	0.005	0.0021	-0.0166
O	-7.5459	7.8037	22.6934	0.0091	0.0093	-0.0418
O	6.7898	4.0895	26.5567	0.0108	0.0059	-0.0278
O	7.0804	-7.1453	34.6976	-0.0045	0.0032	0.0018
O	-0.1657	0.2667	21.9615	0.0112	0.0044	-0.0243
O	11.7218	-17.8544	24.6759	-0.0024	0.0072	-0.0322
O	7.1063	6.0868	20.1184	-0.0003	0.0021	-0.0207
O	10.0854	0.9263	24.4297	-0.0005	-0.0096	-0.0342
O	16.0045	0.6925	33.7474	-0.0056	0.0048	-0.0174
O	6.9028	-2.2492	30.6022	-0.0039	0.0122	-0.0237
O	22.4975	-2.363	29.5901	-0.0043	-0.0033	-0.0148
O	3.9418	2.8136	22.9105	0.0009	-0.0037	-0.0214
O	18.2988	10.1755	28.5117	0.007	0.0106	-0.0225
O	17.2134	-12.5978	23.7249	0.0133	-0.0059	-0.0291
O	11.5212	-14.2144	26.7573	0.0068	0.0015	-0.0186
O	12.0986	-4.8538	30.3887	-0.0041	0.0006	-0.0146
O	3.1951	-8.2947	33.6793	0.0055	-0.0113	-0.0218
O	-8.0491	11.5226	26.6411	-0.0044	-0.01	-0.0219
O	-9.2682	2.2146	21.9482	-0.0063	-0.0051	-0.0241
O	16.5112	-6.9869	28.8441	0.005	-0.0122	-0.0304
O	9.1738	1.671	34.6382	-0.0039	-0.0003	-0.0108
O	8.8905	-13.6017	33.7412	0.0045	-0.0099	-0.0273
O	5.2702	-16.5985	33.6036	-0.0051	0.0086	-0.0227
O	4.6006	-19.1235	26.7014	0	-0.0006	-0.0079
H	0.5384	2.1875	42.7921	0.2362	-0.3452	-0.2353
H	2.1688	0.5309	42.7921	-0.3176	0.3274	-0.2528
H	3.2707	4.8863	42.7735	0.2798	-0.2166	-0.2517
H	4.9128	3.2415	42.7735	-0.2611	0.4131	-0.2442
H	0.5444	7.6652	42.7265	0.3502	-0.2575	-0.2617
H	2.1674	6.0014	42.7265	-0.1794	0.2971	-0.3134
H	3.2253	10.3491	42.7504	0.3042	-0.3523	-0.2716
H	4.8451	8.6821	42.7504	-0.2666	0.2194	-0.3003
H	5.9568	2.1795	42.7108	0.2864	-0.3949	-0.2617
H	7.6044	0.5399	42.7108	-0.2849	0.2969	-0.3172
H	8.7134	4.9337	42.7364	0.3781	-0.3008	-0.2344
H	10.3495	3.2826	42.7364	-0.2599	0.2724	-0.3373
H	7.64	5.9786	42.7685	-0.3917	0.2569	-0.2584
H	5.9531	7.5778	42.7685	0.2575	-0.2506	-0.2564
H	8.6788	10.3578	42.7742	0.349	-0.2764	-0.2341
H	10.3399	8.7322	42.7742	-0.336	0.2403	-0.2616
H	0.8093	1.9097	6.0029	-0.1864	0.3685	0.2322
H	-0.8198	3.5677	6.0029	0.3278	-0.3334	0.2825
H	1.8901	0.8114	6.0256	0.222	-0.3183	0.2747
H	3.5241	-0.8418	6.0256	-0.2899	0.3256	0.2685
H	-0.8212	8.9943	5.9978	0.226	-0.2776	0.2926
H	0.8403	7.369	5.9978	-0.1792	0.4314	0.2359
H	1.9021	6.2799	5.9716	0.1872	-0.3975	0.258
H	3.5364	4.6277	5.9716	-0.2321	0.2754	0.2517
H	4.6447	3.5177	6.0111	0.209	-0.2425	0.321
H	6.2748	1.8608	6.0111	-0.4765	0.3183	0.2201
H	7.3027	0.838	5.9977	0.4698	-0.294	0.2452
H	8.9506	-0.8014	5.9977	-0.2871	0.2089	0.2699
H	6.2242	7.3191	5.9697	-0.3775	0.1282	0.2487
H	4.5784	8.9598	5.9697	0.2593	-0.3645	0.2234
H	9.0212	4.6234	6.0041	-0.3743	0.3479	0.1996
H	7.3568	6.2454	6.0041	0.3591	-0.1124	0.3068

Results
free energy: -154611.337 eV
free energy less fixed offsets of H -15.71, N -386.36, O -570.45, Si -639.56 eV per atom: 1.163 eV

The program warned: the cutoff lies below the one the program advises for these potential files; the forces do not sum to zero within the program's tolerance; empty levels may hold ghost states of the PAW files; the exchange-correlation potential is rough where the density is thin.
